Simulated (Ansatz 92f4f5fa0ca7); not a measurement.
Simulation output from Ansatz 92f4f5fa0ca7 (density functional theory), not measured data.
Periodic cell of 221 atoms, Si131O88B1H1, from a study of silicon, its oxide and their interface. The atomic structure is a simulated model.
Doubt: the cutoff is far below the 930 eV that the study's wrapper takes by default for these files, so forces and energies are approximate.
This geometry differs little from another in the collection (a relaxation step or a small displacement).

Settings
functional: PBE
potential files: Ansatz PAW
basis: plane waves
wave-function cutoff: 580 eV
density cutoff ratio: 5
exchange-correlation grid ratio: 1
k mesh: 1 x 1 x 1, Gamma-centred
self-consistency stop: 5e-08 eV per atom in the density residual
occupations: fixed
spin: none
net charge: 0

Cell vectors (angstrom)
a, 10.938, 0, 0
b, 0, 10.938, 0
c, 0, 0, 32.3046

Atoms and the computed forces on them: element, x, y, z (angstrom), force x, y, z (eV/angstrom)
Si, -0.1211, 0.1917, 24.7663, 0.0043, -0.0063, -0.0066
Si, 5.684, -0.2843, 24.741, -0.0108, 0.0124, 0.0135
Si, 2.4236, 2.9963, 24.9176, 0.0029, -0.005, -0.0133
Si, 8.5392, 2.4302, 24.6013, -0.0134, 0.0114, 0.0123
Si, 0.1817, 5.2107, 24.9503, -0.0098, 0.0121, 0.0135
Si, 5.2905, 5.8265, 24.8894, 0.0041, -0.0023, -0.0119
Si, 2.9344, 7.9433, 24.8678, -0.0136, 0.009, 0.0069
Si, 7.8906, 8.4071, 24.9975, 0.0065, -0.0123, -0.0097
Si, 1.3344, 1.3739, 26.1983, 0.0014, -0.0036, 0.005
Si, 6.8578, 1.3714, 25.9812, 0.0044, -0.0029, -0.0066
Si, 4.1285, 4.1281, 26.0968, 0.0058, -0.0005, 0.0056
Si, 9.5136, 4.0197, 26.1318, 0.0013, -0.0018, -0.0083
Si, 1.3667, 6.8093, 26.2047, 0.0026, -0.0042, -0.0064
Si, 6.7754, 6.8856, 26.3412, 0.0104, -0.0088, 0.0032
Si, 4.0755, 9.5868, 26.1218, 0.0024, -0.005, -0.0073
Si, 9.6042, 9.5785, 26.1065, 0.0039, -0.0001, 0.0053
Si, 2.7304, 0.0082, 27.5118, 0.0008, 0.0001, 0.0047
Si, 8.206, 0.0189, 27.4719, -0.0041, 0.0054, -0.004
Si, -0.033, 2.7315, 27.554, -0.0031, 0.0027, -0.0012
Si, 5.496, 2.7255, 27.443, 0.0012, -0.0024, 0.0032
Si, 2.7626, 5.4491, 27.5396, -0.0023, 0.0044, 0.0008
Si, 8.2024, 5.4446, 27.5251, 0.0024, 0.0038, 0
Si, -0.0037, 8.2112, 27.5122, 0.001, -0.0003, 0.0058
Si, 5.3983, 8.2653, 27.5946, -0.0088, 0.0076, 0.0027
Si, 4.1018, 1.3673, 28.8863, 0.2216, 0.0802, -0.3199
Si, 9.5708, 1.3673, 28.8863, -0.2492, -0.1329, 0.1686
Si, 1.3673, 4.1018, 28.8863, -0.0116, -0.0292, 0.0989
Si, 6.8362, 4.1018, 28.8863, -0.0815, -0.2293, -0.1164
Si, 4.1018, 6.8362, 28.8863, -0.2437, 0.0076, 0.4426
Si, 9.5708, 6.8362, 28.8863, 0.0513, -0.0805, -0.0965
Si, 1.3673, 9.5708, 28.8863, 0.0166, 0.0055, -0.0423
Si, 6.8362, 9.5708, 28.8863, 0.0993, 0.3794, 0.0562
Si, 0, 0, 30.2536, -0.051, -0.0074, -0.0253
Si, 5.469, 0, 30.2536, 0.1177, 0.0419, 0.0158
Si, 2.7345, 2.7345, 30.2536, -0.0314, 0.035, -0.0275
Si, 8.2035, 2.7345, 30.2536, -0.0134, -0.0857, 0.0015
Si, 0, 5.469, 30.2536, 0.0647, 0.0351, 0.0097
Si, 5.469, 5.469, 30.2536, -0.0303, 0.0337, -0.0343
Si, 2.7345, 8.2035, 30.2536, -0.0217, -0.1264, 0.0308
Si, 8.2035, 8.2035, 30.2536, -0.0361, -0.0009, -0.0466
Si, 1.3673, 1.3673, 31.6208, 0.0114, -0.0369, -0.0119
Si, 6.8362, 1.3673, 31.6208, -0.0308, 0.0628, -0.0098
Si, 4.1018, 4.1018, 31.6208, 0.0169, 0.0059, -0.0107
Si, 9.5708, 4.1018, 31.6208, -0.0381, -0.0097, -0.0385
Si, 1.3673, 6.8362, 31.6208, -0.0332, 0.0599, -0.0011
Si, 6.8362, 6.8362, 31.6208, 0.0209, -0.015, -0.0147
Si, 4.1018, 9.5708, 31.6208, -0.0123, 0.0137, -0.0413
Si, 9.5708, 9.5708, 31.6208, 0.041, -0.0229, -0.0133
Si, 2.7345, 0, 0.6835, 0.0353, -0.0334, 0.0261
Si, 8.2035, 0, 0.6835, -0.0241, 0.0094, 0.0043
Si, 0, 2.7345, 0.6835, 0.0029, 0.0343, 0.0157
Si, 5.469, 2.7345, 0.6835, 0.0324, -0.0601, 0.0172
Si, 2.7345, 5.469, 0.6835, -0.0109, 0.0223, 0.0171
Si, 8.2035, 5.469, 0.6835, 0.033, 0.0121, 0.0251
Si, 0, 8.2035, 0.6835, -0.0026, -0.0483, 0.0275
Si, 5.469, 8.2035, 0.6835, -0.0279, 0.0069, 0.0145
Si, 4.1018, 1.3673, 2.0507, 0.0236, 0.1057, -0.0278
Si, 9.5708, 1.3673, 2.0507, -0.0083, -0.047, 0.0335
Si, 1.3673, 4.1018, 2.0507, -0.0178, -0.0428, 0.0396
Si, 6.8362, 4.1018, 2.0507, -0.0024, 0.0383, -0.004
Si, 4.1018, 6.8362, 2.0507, 0.0465, -0.0156, 0.024
Si, 9.5708, 6.8362, 2.0507, -0.0428, 0.0498, -0.0078
Si, 1.3673, 9.5708, 2.0507, -0.025, 0.0353, -0.0221
Si, 6.8362, 9.5708, 2.0507, 0.0503, -0.0077, 0.0475
Si, 0, 0, 3.418, 0.1954, -0.0232, -0.1248
Si, 5.469, 0, 3.418, -0.068, 0.1385, 0.0999
Si, 2.7345, 2.7345, 3.418, 0.2162, -0.1108, -0.1617
Si, 8.2035, 2.7345, 3.418, 0.0072, 0.1114, 0.0262
Si, 0, 5.469, 3.418, -0.0262, 0.0159, 0.1644
Si, 5.469, 5.469, 3.418, -0.1009, 0.0144, -0.0634
Si, 2.7345, 8.2035, 3.418, -0.0915, -0.0234, 0.1808
Si, 8.2035, 8.2035, 3.418, 0.1304, -0.1546, -0.248
Si, 1.4179, 1.341, 4.7734, -0.0019, 0.0005, -0.003
Si, 6.8226, 1.4018, 4.7905, -0.0018, 0.0013, 0
Si, 4.0863, 4.109, 4.7875, 0, 0.0019, 0.0026
Si, 9.585, 4.0875, 4.805, -0.0019, 0.0009, -0.0024
Si, 1.3774, 6.816, 4.8187, 0.0023, 0.0022, -0.0049
Si, 6.8485, 6.8309, 4.7611, -0.0011, 0.0062, -0.003
Si, 4.0833, 9.5929, 4.7943, -0.0024, 0.0019, -0.0082
Si, 9.6152, 9.5285, 4.7523, 0.0034, -0.015, -0.0024
Si, 2.738, -0.0201, 6.2371, 0.0024, 0.0009, 0.0024
Si, 8.2853, 0.043, 6.0333, -0.0081, 0.0032, -0.0023
Si, 0.1158, 2.767, 6.1209, 0.0006, -0.0008, 0.0023
Si, 5.452, 2.7687, 6.1895, 0.0015, 0.0026, -0.0031
Si, 2.7342, 5.4631, 6.2156, 0.0023, -0.0049, -0.0008
Si, 8.1896, 5.4429, 6.1607, -0.0029, -0.0053, 0.0006
Si, 0.0217, 8.1662, 6.2039, -0.0055, 0.0054, -0.0035
Si, 5.4922, 8.25, 6.0945, 0.0083, -0.0014, 0.0006
Si, 3.8469, 1.6531, 7.5041, 0.0116, -0.0093, 0.005
Si, 9.9659, 1.0889, 7.2948, -0.0039, 0.0109, 0.0014
Si, 1.5872, 3.8956, 7.6238, -0.0103, 0.009, -0.0061
Si, 6.5688, 4.3852, 7.5205, 0.0087, -0.0116, -0.0026
Si, 4.3665, 6.6665, 7.4062, -0.0086, 0.0028, 0.0051
Si, 9.2617, 7.084, 7.4505, -0.0046, 0.0014, 0.0094
Si, 1.1779, 9.6981, 7.5865, 0.0005, -0.0053, 0
Si, 7.1112, 9.4453, 7.3162, -0.0033, -0.0015, 0.0145
O, 1.3246, 4.1376, 24.4277, 0.0039, -0.0039, -0.0043
O, 6.8374, 9.5257, 24.4002, 0.0032, -0.0017, -0.0056
O, 2.7146, 2.7504, 8.0209, 0.0005, -0.0022, 0.0027
O, 8.1648, 8.2661, 7.696, 0.0011, -0.0024, -0.0009
O, 5.4717, 5.5546, 7.929, -0.0039, 0.0043, 0.001
O, 0.0433, -0.0748, 7.9246, 0.0004, 0.0019, 0.0043
O, 4.112, 6.8844, 24.3979, 0.0024, -0.0019, -0.0042
O, 9.6857, 1.2865, 24.274, 0.0006, -0.0004, -0.0046
O, 1.712, 9.005, 9.0136, -0.0061, 0.0059, -0.0092
O, 0.9148, 4.4287, 9.0481, 0.0004, -0.0007, -0.0013
O, 9.3465, 1.9034, 8.5808, -0.0015, 0.0007, 0.003
O, 6.638, 10.0471, 8.7727, 0.0031, -0.0029, -0.0123
O, 4.5571, 1.1142, 8.8763, -0.0026, -0.003, 0.0012
O, 3.7397, 7.332, 8.7604, 0.0008, -0.0031, -0.004
O, 7.1349, 3.8163, 8.9513, 0.0015, 0.0007, 0.0049
O, 9.5438, 6.6304, 8.9933, -0.0011, 0.0015, -0.0077
O, 2.9059, 2.2679, 23.5151, -0.001, 0.0006, 0.0024
O, 5.0934, 0.1659, 23.2733, -0.0018, 0.0006, -0.0076
O, 8.1497, 2.974, 23.088, -0.0002, -0.001, -0.0063
O, 10.3612, 5.7602, 23.6021, -0.002, 0.0043, -0.0069
O, 8.2999, 7.4931, 23.7067, 0, 0.0015, 0.0019
O, 2.2698, 8.4853, 23.4628, -0.0016, 0.0003, -0.0042
O, 6.167, 5.4646, 23.5256, -0.0033, 0.0002, 0.0036
O, 0.6408, 10.5762, 23.3975, -0.0029, 0.0024, 0.0034
Si, 3.0784, 8.4282, 9.7557, 0.0021, -0.0046, -0.0017
Si, 7.4985, 3.8928, 10.54, -0.0018, -0.0021, -0.0004
Si, -1.193, 3.8485, 15.8829, -0.0022, -0.0019, 0.0003
Si, 3.3838, 2.9499, 22.1156, -0.0001, -0.0004, 0.0043
Si, 7.0226, 0.6529, 19.7644, -0.001, 0, -0.0017
Si, 12.2883, -5.7725, 17.4612, -0.0032, -0.0023, -0.0038
Si, 2.6848, 9.4679, 20.2587, 0, 0.0026, -0.0007
Si, 9.2542, 6.3001, 14.8185, -0.003, 0.0016, 0.0024
Si, 2.6419, 11.1472, 17.6608, -0.0009, 0.0008, -0.0039
Si, -2.1294, 9.8741, 17.7919, -0.0005, -0.0006, -0.0045
Si, 4.7535, 0.3602, 21.6954, -0.0021, 0.0009, 0.003
Si, 9.242, 12.3446, 10.1258, -0.001, 0.0038, -0.004
Si, 4.6177, 11.177, 10.2445, -0.003, -0.0012, -0.0001
Si, 3.3588, 1.6676, 12.7828, 0.0027, -0.0021, 0.0028
Si, 9.0259, 8.4902, 12.8949, -0.0021, 0, 0.004
Si, 0.9935, 9.139, 22.6849, 0.0013, -0.0057, 0.0071
Si, -0.1524, 0.8651, 16.418, -0.0011, 0.0014, -0.0011
Si, -1.1762, 0.2394, 13.8489, -0.0014, -0.0002, 0.0027
Si, 0.3085, 12.9767, 12.0445, -0.0015, -0.0007, 0.002
Si, 5.5815, 5.0488, 22.0579, 0.0012, -0.0006, 0.0044
Si, 6.8613, 4.8547, 15.3234, 0.0001, -0.0007, 0.0001
Si, 5.2323, 4.2191, 12.7105, 0.0017, 0.0009, 0.0028
Si, 4.5662, 11.2572, 15.4219, -0.0002, -0.0018, 0.0003
Si, 4.1006, 6.6607, 20.0284, -0.0024, -0.0002, -0.0027
Si, 4.3887, 5.0929, 17.338, 0.001, -0.0004, -0.0056
Si, -0.8301, 7.0274, 17.8377, -0.0007, 0.0003, -0.0038
Si, 4.9441, 12.977, 17.827, -0.0027, -0.0008, -0.0024
Si, 3.0783, 6.2975, 12.0726, 0.0005, -0.0014, 0.0032
Si, 7.9161, 3.1175, 21.4703, 0.0015, 0.0022, 0.0041
Si, 9.5921, 6.9997, 22.8864, 0.0051, -0.002, 0.0058
Si, 9.6808, 5.4232, 20.4263, -0.0012, -0.0005, -0.0011
Si, 11.8412, 4.7904, 10.66, -0.001, 0.0019, 0.0007
Si, -3.5521, 9.9518, 14.9474, -0.0019, -0.001, 0.0009
Si, 1.7202, 4.6689, 20.3521, -0.0027, 0.0033, -0.0052
B, 7.1159, 10.6852, 9.8913, 0.0018, -0.0003, -0.0004
Si, 9.364, 6.4666, 10.598, -0.0016, -0.0016, 0.0004
O, 8.2894, 5.2748, 10.9053, 0.0013, 0.0013, -0.0018
O, 9.8555, -1.0353, 12.8117, -0.0002, 0.0001, -0.0031
O, 19.3561, 13.5259, 10.9017, -0.0003, -0.0002, 0
O, 2.8002, 5.8533, 20.5533, -0.002, -0.0033, -0.004
O, -2.8628, 4.0073, 16.1462, -0.0009, -0.0003, -0.0003
O, -4.7583, 15.0278, 14.0469, -0.0023, -0.0012, -0.0022
O, 0.3148, 5.3144, 20.8118, 0.0042, -0.0026, -0.0038
O, 3.7688, 11.9046, 11.3942, -0.0008, -0.0016, -0.0018
O, -1.0923, 7.3751, 13.7704, -0.0021, -0.0028, 0.001
O, -0.0586, 6.0553, 11.0406, 0.0002, -0.0001, -0.0017
O, 1.6561, 4.2633, 18.783, -0.0031, 0.0037, 0.0062
O, 7.876, 1.657, 20.7373, -0.0005, -0.0008, -0.0011
O, 3.8239, 0.7816, 14.0605, -0.0024, 0.0023, -0.0047
O, 2.2466, 10.0449, 18.7905, -0.0001, -0.0002, 0.003
O, 1.3101, 9.1437, 21.0812, 0.0003, -0.0002, -0.0046
O, 10.75, 1.1801, 10.7334, 0.0009, -0.0017, -0.0016
O, 9.8338, 0.1678, 17.5252, -0.001, -0.0006, 0.0002
O, 9.6815, 8.5538, 18.2453, -0.0015, -0.0003, 0.0006
O, 4.4342, 1.935, 21.4035, -0.0013, -0.0012, -0.0013
O, 2.9494, 18.6314, 11.2094, -0.001, -0.001, 0.0026
O, 6.5507, 3.9935, 21.2923, -0.001, 0, -0.0017
O, 9.069, 3.9392, 20.6649, -0.0008, 0.0018, -0.0007
O, 3.7161, 8.2327, 20.0205, -0.0001, -0.0009, -0.0007
O, 0.8038, 6.6989, 17.8079, -0.0027, -0.0009, 0.001
O, 3.4157, -0.4311, 21.2657, -0.0012, -0.0021, -0.0025
O, 1.3351, 11.9332, 17.0639, 0.0004, -0.0009, 0.0013
O, 1.7315, 12.6281, 12.7376, -0.0001, 0, -0.0018
O, 0.3217, 3.5825, 11.5756, -0.0011, -0.0005, -0.0007
O, 9.9161, 4.8053, 14.5443, -0.0006, 0.0017, -0.0015
O, 2.4203, 16.0737, 11.117, -0.0011, -0.0028, -0.0023
O, -14.2533, 6.1672, 14.7097, 0.0027, 0.0009, -0.0012
O, 6.1732, 11.1344, 10.7805, -0.0029, 0.0009, 0.0037
O, -2.6956, 11.2723, 14.4707, -0.0007, 0.0005, -0.0016
O, 10.8355, 10.89, 15.0601, -0.0011, 0.0001, -0.0014
O, 5.5963, 5.3322, 16.2603, -0.0046, -0.0012, 0.0025
O, 4.5107, 6.2199, 18.5084, -0.0015, 0.0009, 0.0009
O, 13.7739, 5.211, 16.6871, 0.0004, -0.0003, 0.002
O, 9.0301, 6.5185, 21.44, -0.0005, -0.0013, -0.0031
O, 3.4886, 10.4927, 16.4066, -0.0009, 0.0009, 0.0012
O, -0.3437, 8.2554, 22.8216, -0.0029, 0.001, -0.0013
O, 5.3221, 6.329, 21.0688, -0.0014, 0.0019, -0.0032
O, 5.7945, -0.6816, 15.0434, -0.0003, 0.0004, -0.0014
O, 2.1012, 3.3201, 21.1803, -0.0034, 0.0007, -0.003
O, -3.289, 8.8335, 13.7568, 0, 0, -0.0028
O, 2.2654, 6.5977, 13.4567, 0.0021, -0.0026, 0.0109
O, 3.6156, 1.2873, 18.4056, 0.0007, 0.001, -0.0012
O, 4.1661, 4.3326, 22.4308, 0.0004, -0.0007, -0.0014
O, 5.969, -0.1284, 20.7337, 0.0007, -0.0007, -0.0019
O, -1.3944, 6.7867, 16.3418, -0.0021, -0.0028, -0.0029
O, 0.0712, 4.4157, 16.7876, 0.0028, 0.0004, 0.0003
O, -0.833, 1.6708, 13.1583, -0.0017, 0.0005, -0.0012
O, 4.581, 5.7166, 12.4674, 0.0006, -0.0005, -0.002
O, -1.4966, 5.964, 18.9019, 0.0001, 0, 0.0008
O, 3.9968, 14.0989, 12.8943, -0.0024, -0.0029, -0.0032
O, 6.2694, 1.576, 18.6436, -0.002, 0.0003, 0.0002
O, -3.0113, 9.5115, 16.4456, -0.0006, 0.0007, 0.0006
O, 10.0821, 2.2672, 15.9462, -0.0008, 0.0011, -0.0003
O, 8.8531, 7.8181, 11.4034, -0.0008, 0.0008, -0.0026
O, 15.6153, 3.6288, 17.9908, -0.0006, 0.0003, -0.0004
O, 4.0572, 9.6888, 9.9829, 0.007, 0.0113, 0.0006
O, 8.4468, -0.0231, 10.13, -0.002, -0.0034, -0.0002
O, 6.1299, 3.8214, 11.4131, -0.0015, 0.0004, -0.0023
O, 7.8789, -0.5286, 19.0292, -0.0013, 0.0003, 0.0012
O, 5.1287, 12.5724, 16.2422, -0.0011, 0.0003, 0.0013
H, 2.5902, 6.1592, 14.2588, -0.0042, 0.0032, -0.0102

Results
free energy: -133499.121 eV
free energy less fixed offsets of B -154.04, H -15.97, O -568.88, Si -635.61 eV per atom: -2.761 eV

The program warned: the cutoff lies below the one the program advises for these potential files; the exchange-correlation potential is rough where the density is thin.
